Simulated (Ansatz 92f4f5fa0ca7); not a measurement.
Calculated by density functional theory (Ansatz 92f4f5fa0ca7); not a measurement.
Periodic cell of 236 atoms, Si145O89As2, from a study of silicon, its oxide and their interface. The atomic structure is a simulated model.
Doubt: the cutoff is far below the 930 eV that the study's wrapper takes by default for these files, so forces and energies are approximate.
This geometry differs little from another in the collection (a relaxation step or a small displacement).

Settings
functional: PBE
potential files: Ansatz PAW
basis: plane waves
wave-function cutoff: 580 eV
density cutoff ratio: 5
exchange-correlation grid ratio: 1
k mesh: 1 x 1 x 1, Gamma-centred
self-consistency stop: 5e-08 eV per atom in the density residual
occupations: fixed
spin: none
net charge: 0

Cell vectors (angstrom)
a 11.6015 0 0
b 0 10.938 0
c 0 0 32.0622

Atoms and the computed forces on them: element, x, y, z (angstrom), force x, y, z (eV/angstrom)
Si -0.1906 -0.0634 23.2818 0.0114 -0.0028 -0.0021
Si 3.6753 0.1937 23.1 -0.0019 -0.0018 -0.002
Si 7.5655 -0.1468 23.4554 -0.0001 -0.0035 0.0052
Si 1.6965 1.3721 23.414 0.0006 0.0057 0.0031
Si 5.7432 1.387 23.2061 0.0032 0.006 0.0035
Si 9.4502 1.2273 23.3915 -0.0085 -0.0038 -0.0045
Si 0.1626 5.3051 23.4732 0.0094 0.0013 0.0098
Si 4.1302 5.2941 23.413 -0.006 0.0002 0.0046
Si 8.0412 5.602 23.5539 -0.0025 0.0049 -0.0042
Si 2.1611 6.5713 23.3805 -0.0002 -0.0045 -0.001
Si 5.9787 6.761 23.488 0.0039 0.0012 0.0073
Si 10.0174 6.8638 23.6024 0.002 -0.0029 0.0011
Si 1.9094 2.6595 25.3821 -0.003 0.0027 0.0012
Si 5.8354 2.6456 25.266 -0.0037 -0.003 0.0062
Si 9.6332 2.6809 25.2844 0.0075 0.0088 0.0146
Si 11.6015 3.9968 25.3964 -0.0005 -0.0009 -0.0067
Si 3.8986 3.9661 25.3341 0.0067 0.0005 -0.0004
Si 7.746 4.0849 25.3494 0.0004 -0.0073 -0.0083
Si 1.9766 8.1486 25.1954 0.0011 0.0004 -0.0072
Si 5.7783 8.1667 25.3664 0.0015 0.0003 -0.007
Si 9.7159 8.2621 25.4318 0.0013 0.0025 -0.0035
Si 11.6436 9.5605 25.267 0.0006 -0.0044 0.0073
Si 3.869 9.5848 25.0738 -0.0035 -0.0004 0.0079
Si 7.695 9.5151 25.4161 0 0.0008 0.0044
Si 11.6533 -0.0145 27.2118 0.0029 0.0086 -0.0014
Si 3.9029 -0.0593 27.1265 0.0003 0.0012 0.0069
Si 7.761 -0.0196 27.2916 -0.0024 0.0073 -0.0046
Si 1.9884 1.3084 27.2787 -0.0002 -0.0115 -0.0055
Si 5.8294 1.317 27.2171 0.0055 0.001 0.0032
Si 9.6988 1.3264 27.2232 -0.0029 -0.0058 0.0021
Si 11.5955 5.4676 27.2413 -0.003 -0.0044 -0.0038
Si 3.8474 5.4192 27.2222 0.0041 -0.007 -0.0058
Si 7.713 5.4588 27.2666 0.0016 0.0036 -0.0024
Si 1.9394 6.8229 27.1811 0 0.0084 0.0036
Si 5.7605 6.7951 27.2738 -0.0057 0.0005 -0.0026
Si 9.6568 6.8109 27.2816 0.0074 -0.0019 -0.0029
Si 1.9443 2.7185 29.1735 0.0147 0.0106 -0.0058
Si 5.7941 2.713 29.1474 0.0019 -0.0043 -0.0168
Si 9.6821 2.725 29.1508 0.0077 0.002 -0.0156
Si 0.0151 4.0951 29.1659 -0.0107 0.0012 0.0092
Si 3.8652 4.0847 29.1713 -0.0047 0.0037 0.009
Si 7.7324 4.0779 29.1761 -0.0032 -0.0041 0.0159
Si 1.9424 8.1828 29.1372 -0.0023 0.0023 0.0001
Si 5.7905 8.1917 29.1751 -0.0089 0.0035 0.0174
Si 9.6761 8.2016 29.1841 -0.0073 0.0059 0.0177
Si 0.0124 9.5597 29.153 0.0021 -0.0108 -0.015
Si 3.8693 9.5644 29.1279 0.0118 -0.0103 -0.0246
Si 7.7337 9.5427 29.195 0.0103 -0.0042 0.0011
Si 0 0 31.0965 0.0311 -0.0172 -0.0826
Si 3.8672 0 31.0965 -0.0271 0.0313 -0.2005
Si 7.7343 0 31.0965 -0.0451 0.0398 0.116
Si 1.9336 1.3673 31.0965 -0.02 -0.0523 0.0807
Si 5.8008 1.3673 31.0965 -0.0181 -0.0589 -0.0491
Si 9.6679 1.3673 31.0965 0.0023 -0.0743 -0.0473
Si 0 5.469 31.0965 0.015 -0.0331 0.0106
Si 3.8672 5.469 31.0965 0.0119 0.0363 0.0205
Si 7.7343 5.469 31.0965 -0.0103 -0.0114 0.0364
Si 1.9336 6.8362 31.0965 0.0096 -0.0196 -0.1265
Si 5.8008 6.8362 31.0965 -0.0344 -0.1009 0.1069
Si 9.6679 6.8362 31.0965 0.0366 -0.1414 0.133
Si 1.9336 2.7345 0.9679 -0.0126 0.077 -0.117
Si 5.8008 2.7345 0.9679 -0.0192 0.0266 -0.1182
Si 9.6679 2.7345 0.9679 0.0036 0.0453 0.0518
Si 0 4.1018 0.9679 -0.1012 0.0156 -0.1294
Si 3.8672 4.1018 0.9679 0.0312 -0.0004 0.0996
Si 7.7343 4.1018 0.9679 -0.0492 0.0472 0.1261
Si 1.9336 8.2035 0.9679 0.0141 0.0379 -0.0775
Si 5.8008 8.2035 0.9679 -0.0582 0.0635 -0.0295
Si 9.6679 8.2035 0.9679 -0.0734 0.0823 0.0917
Si 0 9.5708 0.9679 -0.067 0.0153 -0.0194
Si 3.8672 9.5708 0.9679 0.0082 -0.0158 0.0711
Si 7.7343 9.5708 0.9679 0.0325 -0.0132 0.0329
Si 11.5772 0.0101 2.8977 0.0029 0.023 0.0113
Si 3.8454 0.0126 2.9162 -0.0184 0.0319 0.0209
Si 7.7239 0.0045 2.8977 0.0078 0.0431 0.0157
Si 1.9121 1.3721 2.8771 0.009 -0.0513 0.0109
Si 5.7995 1.3614 2.883 0.0099 -0.0039 0.005
Si 9.6362 1.3799 2.9158 0.0075 -0.0128 -0.0084
Si 11.5384 5.507 2.8602 0.0106 0.0052 -0.0294
Si 3.8544 5.4675 2.9203 -0.0192 0.0104 -0.0437
Si 7.6911 5.5044 2.9 -0.0241 -0.0187 0.0115
Si 1.9044 6.8049 2.866 -0.002 0.0152 0.0139
Si 5.7668 6.8696 2.9114 -0.01 0.0047 0.0161
Si 9.6089 6.8696 2.926 0.0368 0.0054 -0.0004
Si 1.8559 2.7834 4.7488 0.0614 0.0244 -0.0689
Si 5.8137 2.7369 4.7969 -0.0128 -0.0234 -0.0139
Si 9.5641 2.8052 4.8215 0.0098 -0.0026 -0.0208
Si 11.5215 4.1287 4.7483 -0.0455 -0.0204 0.0249
Si 3.8713 4.0661 4.8389 0.0119 0.0063 0.0714
Si 7.6942 4.2243 4.8864 0.003 -0.0214 0.0087
Si 1.8893 8.143 4.7934 -0.0225 0.0135 0.0135
Si 5.758 8.2945 4.8173 0.016 0.0187 0.0185
Si 9.598 8.2417 4.8793 -0.044 -0.0045 0.0328
Si 11.5572 9.5377 4.8006 0.0583 0.004 -0.0452
Si 3.7651 9.5669 4.8541 -0.0183 -0.0114 -0.0443
Si 7.6971 9.6628 4.8839 0.0145 -0.0019 -0.026
Si 11.4369 0.1145 6.5943 -0.0515 -0.0054 0.0206
Si 3.5794 0.1206 6.6928 0.0856 0.0031 0.0438
Si 7.6299 0.0422 6.8992 -0.0266 -0.0492 -0.0198
As 1.7211 1.6013 6.7867 -0.0641 -0.004 0.0726
Si 5.6432 1.3286 6.6994 -0.0675 0.0481 0.0541
Si 9.5624 1.5067 6.8 0.0245 0.0231 0.003
Si 11.5643 5.4874 6.6694 -0.0539 0.0062 0.0264
Si 4.0001 5.423 6.802 -0.0351 0.0304 -0.1099
Si 7.7437 5.6598 6.8548 -0.0026 -0.0101 0.0249
Si 1.9956 6.6517 6.6479 0.0807 0.0007 -0.0324
Si 5.819 6.9752 6.7528 -0.0274 -0.0187 0.0036
Si 9.7574 7.0027 6.9158 0.0478 -0.0113 -0.0123
O 9.9983 7.961 8.2893 -0.004 0.0021 0.0107
O 7.6396 9.9037 8.1993 0.004 0.0269 -0.0055
O 7.4392 4.7199 8.2016 0.0121 0.0188 0.0023
O 3.2647 10.4525 8.2198 -0.0131 0.0318 0.003
O 2.0612 7.5948 8.0029 -0.0223 0.0064 0.0157
O 4.1143 4.6587 8.293 0.0108 -0.0487 0.0946
O 9.8391 2.4257 8.1769 0.0077 -0.0178 0.0008
O 11.5148 4.5132 8.0116 0.0098 -0.013 0.0003
O 5.5323 2.3501 8.0195 0.0068 -0.0195 -0.0292
O 5.7851 7.9532 8.1133 0.0304 0.0112 0.0048
O 11.2974 10.2909 8.0553 0.0301 0.0035 -0.0029
O 11.2674 10.0846 21.8068 -0.0016 0.0053 0.0026
O 3.2352 10.7099 21.5188 0.002 0.0041 0.0015
O 5.8084 7.7463 22.1537 0.0036 0.0012 -0.008
O 4.2285 4.4407 21.9679 0.0044 -0.0009 -0.0049
O 7.7064 9.6699 22.2002 0.0048 0.0005 -0.0045
O 10.343 7.6535 22.1782 0.0007 0.0017 -0.0012
O 1.6334 2.4025 22.1122 0.001 -0.0015 -0.0022
O 5.9663 2.4352 21.9136 0.0053 -0.0009 -0.0036
O 8.4433 4.7101 22.2096 0.0037 -0.0025 -0.0011
O -0.0649 4.4448 22.049 -0.0013 -0.0045 -0.0049
O 2.334 7.3317 21.9228 0.0002 -0.0038 -0.0094
O 9.1388 1.9201 21.9143 0.0031 0.0032 0.0008
Si 1.9201 7.831 9.5837 0.0023 -0.0261 -0.0234
Si 5.0819 0.5595 17.6899 0.0056 0.0037 0.0061
Si 2.5579 5.3942 13.9548 0.0078 -0.0197 -0.007
Si 10.5249 3.9197 14.0062 -0.001 0.0006 0.0052
Si 8.3105 2.3806 15.3115 0.0047 0.0016 0.0041
Si 9.5546 2.2426 20.3799 0.0028 0.0026 0.0016
Si 10.6064 3.6171 9.0136 0.0053 0.0167 -0.0166
Si 0.0681 2.3366 11.561 -0.0008 0.0144 -0.0074
Si 11.1233 8.1528 15.3887 0.0035 -0.0076 0.0066
Si 5.2053 6.9175 14.0368 0.0091 0.0016 -0.0002
Si 6.0416 2.6642 11.2744 -0.0284 -0.0058 -0.0784
Si 8.5903 7.6661 19.3853 0.0026 -0.003 0.0068
Si 8.1139 4.8374 20.6249 -0.0005 0.0029 0.0072
Si 5.9851 9.5718 15.2065 0.0053 0.004 0.0038
Si 2.1189 7.6246 20.3419 0.0005 0.0023 0.0089
Si 1.9293 4.8813 18.7752 -0.0013 -0.002 0.008
Si 4.5098 3.4133 18.0623 0.0044 0.0007 0.007
Si 8.5819 8.9336 16.8137 0.0034 -0.0036 0.0051
Si 0.9378 9.4921 13.2769 0.0024 -0.0025 0.006
Si 9.9879 10.6503 11.7127 0.004 -0.0003 0.0009
Si 5.3553 3.6894 21.0435 -0.0007 0.0023 0.0071
Si 0.6399 5.4867 16.2131 0.0012 0.003 0.0065
Si 10.7814 9.1637 9.1034 0.0041 -0.0033 -0.0077
Si 6.5899 8.8874 21.2947 0.0023 -0.0065 0.0086
Si 7.1671 7.1502 11.5109 0.0062 -0.0165 -0.0097
Si 2.7562 0.7877 12.2373 0.0045 0.0023 0.0086
Si 10.9016 8.6792 21.0466 0.0019 -0.0031 0.0036
Si 6.0309 4.3129 15.7133 0.0005 -0.0006 0.0042
Si 7.1925 0.4252 13.0412 -0.0035 0.0108 -0.009
As 3.9757 2.8994 8.7768 0.0549 -0.0415 -0.0192
Si 0.9272 6.7552 11.8784 0.0023 -0.0035 -0.0174
Si 6.5316 9.0543 9.0707 -0.014 -0.0304 -0.0273
Si 0.6736 3.2875 21.1504 0.0021 0.0072 0.0074
Si 9.8359 6.5841 12.8823 0.0001 0.0023 -0.0025
Si 7.8637 4.5745 9.7683 -0.0094 -0.0148 -0.022
Si 4.0097 10.0503 20.2256 0.0032 -0.0059 0.0049
Si 4.3943 3.0394 13.5635 0.0033 0.0023 -0.0129
Si 3.8263 10.0868 9.7133 0.0055 0.0067 -0.0183
Si 8.1138 0.7893 18.0617 0.0018 0.0035 0.0035
O 11.4616 3.3158 12.8323 0.0005 -0.0005 -0.0017
O 9.4945 4.536 9.7947 0.0068 -0.0025 -0.0007
O 8.8111 3.5931 19.8647 0.0042 -0.003 -0.0025
O 4.0932 -0.118 18.7988 0.0012 -0.003 -0.0004
O 11.2944 4.5716 15.2755 -0.0038 -0.0027 -0.007
O 9.8739 9.8313 10.2925 0.0035 -0.0021 0.0047
O 3.8911 1.5446 13.1396 -0.0035 -0.0065 0.0074
O 0.7285 9.103 14.8471 0.0044 0.002 -0.0058
O 6.5212 0.971 18.368 0.0038 -0.0003 -0.0029
O 4.7434 3.1225 19.6543 0.0003 -0.0038 -0.0041
O 6.4521 1.1617 11.7816 0.0136 -0.0014 0.0168
O 0.5452 8.6706 9.8387 -0.0018 0.004 0.0003
O 5.6894 4.2893 17.3192 0.0004 -0.001 -0.0027
O 8.5135 7.3433 12.3823 -0.0032 0.0024 0.0014
O 4.6513 2.8401 10.4221 0.0075 0.038 -0.0119
O 2.1268 5.4844 15.5227 0.0058 -0.012 -0.0199
O 3.4081 0.1868 10.8754 0.0005 -0.009 -0.0055
O 5.96 7.155 12.6032 0.0004 0.0008 0.0034
O 2.2812 6.3533 19.3565 0.0006 0.001 -0.0043
O 0.6787 4.9045 17.7307 0.0044 0.0018 -0.0055
O 8.5427 10.6474 12.466 0.0045 0.0027 0.0006
O 5.441 10.1314 9.6085 -0.0099 0.0027 0.0092
O 0.6163 8.2193 20.2065 -0.0002 0.0021 -0.002
O 9.7439 2.6454 14.6229 -0.0047 0.0012 -0.0081
O 2.1281 10.5845 13.2057 0.0029 0.0003 0.0037
O 10.0439 9.0916 16.1375 0.0023 -0.0003 0.0032
O 6.1935 10.2784 13.7429 0.0023 -0.005 0.0027
O 7.4858 1.4641 14.2604 0.0012 -0.0066 -0.0001
O 1.6339 3.9233 20.0319 0.0026 0.0033 -0.0028
O 5.8971 5.7753 14.9957 0.0018 -0.0048 0.0036
O 7.428 8.9605 15.6784 0.0032 0.0007 -0.0019
O 1.5567 1.7344 11.7155 -0.0005 -0.0043 -0.0029
O 7.1201 8.3473 10.4079 -0.0024 0.0164 0.0024
O 4.3357 1.9614 17.3261 0.0033 0.0005 -0.0031
O 7.3166 3.1934 10.4252 0.0116 0.0051 0.0304
O 11.7034 7.0151 16.3856 0.0046 -0.0007 -0.0044
O 8.3567 10.1599 17.8201 0.0056 0.0001 -0.0044
O 3.2475 8.6167 10.1002 0.0013 0.0123 0.0086
O 7.5657 3.8105 15.5309 0.0002 -0.0009 -0.0021
O 3.1679 4.2955 17.9224 0.0036 -0.0015 -0.0024
O 3.0478 3.9276 13.4875 -0.0039 0.0244 0.0031
O 1.4249 8.1996 12.4339 0.0048 0.0007 -0.0013
O 1.258 5.6762 13.0323 0.0162 -0.0012 -0.0032
O 5.0381 8.2843 14.9133 0.0056 0.0023 0.0009
O 11.1763 2.3816 20.3546 0.0003 -0.0007 -0.003
O 11.1088 9.9985 12.6906 -0.0014 0.0033 -0.0041
O 5.6417 3.5315 12.6093 0.0077 0.0023 0.0158
O 5.0011 3.2175 15.0575 -0.0008 0.005 0.0025
O 6.4829 4.7816 20.56 0.0016 -0.0024 -0.004
O 8.531 1.6452 16.7431 0.004 0.0009 -0.0061
O 10.4582 1.2497 11.4553 0.0056 -0.002 0.0002
O 10.9188 6.6527 11.6565 0.0051 -0.001 0.0072
O 3.2841 8.6483 19.8696 0.005 0.0026 -0.0035
O 1.738 6.4709 10.4826 -0.0072 0.015 0.023
O 7.1762 8.2156 19.953 0 0.003 -0.0006
O 8.5316 7.592 17.7528 0.0028 0.0037 -0.0053
O 3.7021 6.481 13.6334 -0.0068 -0.0041 0.0098
O 9.5356 5.0419 13.3318 0.0072 -0.0028 0.0051
O 5.5322 9.9902 20.7867 -0.002 0.003 -0.0023
O 10.401 7.4065 14.1484 -0.0005 0.0057 0.0019
O 8.7673 6.157 19.9531 0.0006 0.0013 -0.0013
O 7.2287 5.7634 10.6678 0.0172 -0.0003 0.0097
O 5.3293 10.5481 16.3622 0.0062 -0.0001 -0.0053
O 9.0536 1.1086 19.3425 0.0021 -0.0017 -0.0026
O 11.6641 3.1011 10.1267 -0.0043 -0.0067 0.0242
O 9.752 8.6967 19.8932 0.0013 0.0014 -0.0016

Results
free energy: -152502.101 eV
free energy less fixed offsets of As -4856.12, O -568.88, Si -635.61 eV per atom: 3.909 eV

The program warned: the cutoff lies below the one the program advises for these potential files; the exchange-correlation potential is rough where the density is thin.
